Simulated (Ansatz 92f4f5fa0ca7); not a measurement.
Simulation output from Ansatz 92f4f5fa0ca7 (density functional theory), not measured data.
Periodic cell of 215 atoms, Si131O82P2, from a study of silicon, its oxide and their interface. The atomic structure is a simulated model.
Doubt: the cutoff is far below the 930 eV that the study's wrapper takes by default for these files, so forces and energies are approximate.
This geometry differs little from another in the collection (a relaxation step or a small displacement).

Settings: functional PBE; potential files Ansatz PAW; basis plane waves; wave-function cutoff 580 eV; density cutoff ratio 5; exchange-correlation grid ratio 1; k mesh 1 x 1 x 1, Gamma-centred; self-consistency stop 5e-08 eV per atom in the density residual; occupations fixed; spin none; net charge 0.

Cell vectors (angstrom)
a 10.938 0 0
b 0 10.938 0
c 0 0 31.5432

Atoms and the computed forces on them: element, x, y, z (angstrom), force x, y, z (eV/angstrom)
Si 10.4299 0.5384 24.2664 0.0401 0.017 0.0164
P 6.0409 10.5208 24.3321 0.0246 0.0017 0.0279
Si 2.1198 3.2895 24.0596 -0.026 -0.0018 -0.0148
Si 8.7195 2.2584 24.3112 -0.0451 -0.023 0.0059
Si 0.4761 5.102 24.125 0.0168 0.0064 0.0045
Si 5.1443 5.9258 24.2094 -0.0556 -0.026 -0.0097
Si 3.476 7.6808 24.1596 0.0098 0.0235 0.0087
P 7.9666 8.7781 23.6626 0.0397 -0.0955 -0.0115
Si 1.3103 1.4997 25.4212 -0.002 -0.0091 0.0068
Si 6.885 1.3518 25.525 -0.0095 0.0048 0.004
Si 4.0252 4.1526 25.3134 0.0121 0.0076 0.0273
Si 9.6589 4.1224 25.4242 0.0067 -0.0177 -0.0068
Si 1.5054 6.8621 25.3216 -0.0088 -0.0102 0.0028
Si 6.9616 7.0364 25.2478 0.0152 0.032 0.0079
Si 4.2086 9.5927 25.3972 -0.0008 0.0141 -0.0137
Si 9.4349 9.6183 25.3306 -0.014 0.0173 -0.0429
Si 2.729 0.045 26.6578 -0.0049 -0.025 0.0137
Si 8.2087 -0.0387 26.8959 -0.0518 0.0181 -0.0306
Si 0.0053 2.7858 26.8998 -0.0031 0.0126 -0.0387
Si 5.413 2.7852 26.6849 0.0357 -0.0053 0.0083
Si 2.735 5.4757 26.8123 -0.0012 0.0043 -0.0293
Si 8.2105 5.5437 26.6377 0.0225 0.011 -0.014
Si -0.0006 8.2329 26.5917 0.0263 -0.0183 0.0241
Si 5.5571 8.2108 26.7876 0.0062 0.0497 -0.0529
Si 4.1005 1.3764 28.0805 -0.0088 0.0042 -0.0033
Si 9.5684 1.3832 28.193 0.0179 0.0004 0.044
Si 1.3836 4.1374 28.2068 0.0067 0.0124 0.0375
Si 6.8302 4.1524 28.0393 -0.0474 -0.0077 -0.0123
Si 4.1248 6.8551 28.1236 -0.0024 -0.041 0.0316
Si 9.6066 6.8531 28.0452 -0.0022 0.0149 -0.0045
Si 1.3562 9.5919 28.0329 0.0009 0.0119 -0.0178
Si 6.8373 9.554 28.2213 0.0154 -0.0145 0.0281
Si 0.015 -0.0098 29.4907 0.0037 -0.0049 0.0098
Si 5.4506 0.017 29.502 -0.0076 0.0072 -0.0133
Si 2.7482 2.727 29.5013 0.0041 -0.0081 -0.0049
Si 8.1649 2.7701 29.4796 0.015 0.0014 0.0002
Si -0.0162 5.4985 29.5023 0.0069 -0.0046 -0.0113
Si 5.4755 5.475 29.4821 0.011 0.0025 0.0053
Si 2.7217 8.2229 29.4588 -0.0072 0.0194 0.0013
Si 8.2406 8.1751 29.4992 -0.0071 -0.0039 -0.0035
Si 1.3673 1.3673 30.8594 0.1126 -0.0775 0.0527
Si 6.8362 1.3673 30.8594 -0.1505 0.1493 -0.0585
Si 4.1018 4.1018 30.8594 0.1703 -0.0315 0.0073
Si 9.5708 4.1018 30.8594 -0.1633 0.1122 -0.1186
Si 1.3673 6.8362 30.8594 0.0058 0.2182 -0.1172
Si 6.8362 6.8362 30.8594 0.1193 -0.105 0.0356
Si 4.1018 9.5708 30.8594 -0.1881 0.0755 -0.1076
Si 9.5708 9.5708 30.8594 0.1271 -0.0748 0.0665
Si 2.7345 0 0.6835 0.0853 -0.1183 0.074
Si 8.2035 0 0.6835 -0.1494 0.0418 -0.0471
Si 0 2.7345 0.6835 -0.1558 0.1195 -0.016
Si 5.469 2.7345 0.6835 0.0927 -0.1089 0.0607
Si 2.7345 5.469 0.6835 -0.1464 0.113 -0.0349
Si 8.2035 5.469 0.6835 0.0864 -0.1811 0.1063
Si 0 8.2035 0.6835 0.1955 -0.0845 0.0713
Si 5.469 8.2035 0.6835 -0.0145 0.1452 -0.0378
Si 4.1149 1.3507 2.0538 0.0008 -0.0049 0.0058
Si 9.5442 1.3815 2.0418 0.0003 -0.0005 0.0017
Si 1.3343 4.1312 2.0553 0.0009 -0.0014 -0.0018
Si 6.8554 4.0726 2.0545 0.0032 -0.001 0.0075
Si 4.0822 6.8582 2.0391 0.0016 0.0018 0.0022
Si 9.5931 6.8143 2.0514 0.0002 -0.0062 0.0024
Si 1.3799 9.5576 2.056 0.0038 -0.0018 0.0072
Si 6.831 9.574 2.065 -0.0078 0.003 -0.0035
Si -0.0343 -0.011 3.3508 -0.0142 0.0037 -0.03
Si 5.4687 -0.0092 3.4848 0.0039 -0.0026 0.0079
Si 2.704 2.7255 3.3461 -0.0057 0.0006 -0.0386
Si 8.1934 2.7003 3.4927 0.0006 -0.0073 0.0054
Si -0.0179 5.473 3.5122 0.0027 -0.0017 0.0093
Si 5.4639 5.4737 3.3319 -0.0063 0.0091 -0.04
Si 2.7435 8.206 3.4822 0.0042 -0.0019 0.0048
Si 8.2284 8.1852 3.3812 0.0071 0.0069 -0.0212
Si 1.304 1.3689 4.6761 0.0049 -0.0048 0.0245
Si 6.8508 1.3052 4.9118 -0.0007 0.0013 -0.0102
Si 4.0743 4.1189 4.6426 0.0062 -0.002 0.0314
Si 9.5425 4.0661 4.8963 -0.003 0.0042 -0.0111
Si 1.3654 6.8707 4.8932 -0.0034 0.0027 -0.0097
Si 6.8437 6.8043 4.6891 0.0029 -0.0031 0.0228
Si 4.1169 9.5632 4.8935 -0.002 0.0034 -0.011
Si 9.5839 9.5625 4.7476 0.0025 -0.0034 0.0174
Si 2.6349 0.0447 6.1062 -0.0017 0.0062 0.0025
Si 8.242 -0.1313 6.2658 -0.0004 0.0011 -0.001
Si -0.0049 2.6564 6.1981 -0.0031 0.0011 -0.002
Si 5.3934 2.7717 6.0695 -0.0054 0.0019 0.0051
Si 2.7671 5.4349 6.1361 -0.0004 0.0028 -0.0014
Si 8.1072 5.4416 6.1811 0.004 0.0034 0.0013
Si 0.0107 8.2967 6.2386 -0.0026 -0.0001 0.0042
Si 5.5801 8.1557 6.1634 -0.0011 -0.002 -0.0027
Si 3.4931 1.9462 7.1758 0.0066 -0.0083 -0.003
Si 10.0417 0.8322 7.4613 0.0041 -0.0076 0.0011
Si 1.7915 3.6614 7.3466 0.0042 -0.0021 0.0101
Si 6.2269 4.5269 7.3853 -0.0008 -0.0006 -0.0018
Si 4.6548 6.3089 7.2588 0.003 -0.0017 0.0016
Si 9.1822 7.1844 7.332 -0.0029 -0.001 -0.0017
Si 0.9135 10.1594 7.5194 -0.0004 -0.0003 -0.0043
Si 7.4343 8.89 7.4947 0.004 -0.0032 0.0056
O 4.5947 6.5942 8.8893 -0.0009 0.0009 0.0024
O 1.4348 3.9849 8.9424 0.0001 -0.0007 -0.0036
O 9.7597 6.5252 8.7461 0.0024 -0.0017 0.0015
O 1.3389 10.1167 9.1484 0.0021 -0.0018 0.0037
O 6.1031 4.225 9.0278 0.0002 0.0006 -0.0012
O 3.7446 1.6377 8.7676 -0.0016 0.0004 0
O 7.1804 8.9763 9.149 -0.002 -0.0006 -0.002
O 9.6734 1.0835 9.0619 -0.0021 0.0014 0.0023
O 8.2783 2.6295 22.7719 -0.0014 0.0058 -0.0214
O 10.937 5.6208 22.6126 -0.0028 -0.01 -0.0121
O 5.6454 0.0947 22.8264 -0.0088 0.0062 -0.0268
O 5.3888 5.3704 22.6605 0.0103 0.0016 0.0027
O 2.1343 2.8481 22.4505 0.0026 0.0013 0.0034
O 3.5036 7.9049 22.5076 -0.0017 -0.0029 0.0014
O 9.1281 8.4317 22.4469 0.0097 -0.0227 -0.0622
O -0.1314 11.2095 22.6787 0.0037 -0.0105 -0.0103
Si 2.2215 2.9473 12.8841 0.0005 0.0007 -0.0011
Si 8.7274 1.3259 10.3592 0.0013 -0.0002 0
Si 1.1406 4.5012 15.3474 0.0002 -0.0011 -0.0007
Si 7.5866 5.5869 12.2236 0.0014 -0.0041 -0.0003
Si 2.5327 8.1351 21.2266 0.0002 -0.0035 0.0021
Si 5.463 7.8093 12.4722 -0.0002 -0.0017 -0.0012
Si 9.3549 0.4517 15.4809 -0.0001 0.0006 -0.0008
Si 3.0359 -0.0248 16.7011 0.0033 -0.0037 0.0058
Si 10.5364 1.1461 12.5843 -0.0018 0.0013 -0.0031
Si 7.8172 2.8122 21.2413 -0.0005 0.009 0.0158
Si 9.2054 8.783 14.4486 0.0007 -0.0026 -0.0008
Si 1.5208 4.7705 10.3671 -0.0018 0.0024 0.0006
Si 4.5606 9.4823 19.1946 -0.0032 0.0038 0.0054
Si 11.2236 6.0239 21.056 -0.0043 0.003 0.0123
Si 6.7031 10.4534 14.8491 -0.0016 -0.0045 -0.0002
Si 5.4438 0.7073 21.3216 -0.0152 -0.0183 0.0074
Si 2.3897 9.8139 10.3721 0.0009 0.0013 -0.0018
Si 0.5556 10.5877 21.3566 -0.014 0.0038 0.012
Si 5.9048 5.2513 21.1342 0.0016 0.0009 0.0021
Si 3.6784 7.0901 10.1138 0.0014 0.0024 -0.0017
Si 9.1155 5.6905 14.8601 -0.0044 -0.0041 -0.0003
Si 3.7293 4.0744 19.0789 -0.0034 -0.0016 0.0083
Si 10.1245 3.6007 19.3537 -0.0043 -0.0028 0.002
Si 4.3475 8.6751 15.3796 0.0041 -0.0059 0.0013
Si 0.5486 1.9055 17.1649 -0.0021 0.0009 0.0037
Si 6.897 7.5465 19.3126 -0.0031 -0.0004 0.0161
Si 5.3725 3.6407 16.7469 -0.0011 -0.0016 -0.0026
Si 7.8946 5.0238 17.5866 0.0045 -0.0036 0.0001
Si 6.7025 9.9429 10.3734 0.0031 0.0001 0.0017
Si 4.4225 1.0655 10.0986 -0.0025 -0.0005 0.0011
Si 0.023 9.0792 11.8869 0.0039 -0.0035 -0.0021
Si 9.4058 8.5247 20.8193 -0.0247 0.0041 0.0931
Si 4.6461 1.6805 14.5929 0.0008 0.0005 0.0007
Si 2.5359 2.0832 21.0689 0.0073 0.0011 -0.0006
Si 6.3695 3.3569 10.3804 -0.0029 -0.0024 0.002
Si 3.517 5.9177 16.7224 -0.0009 -0.0039 0.0025
Si 9.9254 6.5245 10.3574 0.0007 0.0021 -0.0015
O 0.1812 2.5451 18.6125 0.0008 -0.0061 -0.0062
O 3.0285 9.6464 15.6323 -0.0035 -0.0002 0.0012
O 11.0526 4.6548 20.1889 -0.0005 0.0003 0.0024
O 7.6328 2.4396 9.9509 -0.0008 -0.002 -0.0031
O 10.9694 5.3303 10.8055 0.0004 -0.0016 0.0006
O 6.6422 6.7559 12.869 -0.0002 0.0002 0.0019
O 10.384 8.0496 10.7639 -0.0002 0.0003 -0.0002
O 7.7448 9.4651 13.9895 0.0006 -0.0018 0.0024
O 8.471 6.2116 11.0109 0.0005 0.0008 0.0015
O 5.3441 10.4304 20.2604 -0.0004 0.0009 -0.0058
O 2.2232 3.7258 11.4321 0.0007 -0.0025 0.0012
O 8.073 8.543 19.8718 -0.0082 -0.017 -0.0054
O 6.2767 6.7375 20.5909 0.0002 0.0046 -0.0214
O 5.6095 2.7402 15.4052 -0.0014 -0.0028 0.0007
O 1.4714 0.8655 20.7094 -0.0055 -0.0082 0.0062
O 6.0914 9.0786 11.6268 0.0002 -0.003 0.0037
O 4.7322 5.01 16.1266 -0.0011 -0.0028 0.0011
O 6.7006 3.9146 17.661 -0.0015 -0.0001 0.0012
O 10.5671 10.654 11.7954 0 0.0003 0.0005
O 5.6668 0.5076 14.0014 -0.0003 -0.0024 0.0005
O 8.1364 5.1081 15.9943 0.0016 0.0029 -0.0023
O 9.822 9.8139 15.5646 0.0011 -0.0015 0.003
O -0.3157 5.1627 15.1201 -0.0011 -0.0033 -0.0004
O 1.7684 6.7185 20.9032 0.0013 -0.0015 -0.0009
O 1.6117 0.6426 17.1943 -0.0018 -0.0036 0.0004
O 6.6848 1.6792 20.9015 0.0113 0.0036 0.019
O 1.094 1.7549 12.8142 0.0012 0 0.0006
O 3.2827 5.4725 18.3025 -0.001 -0.0028 -0.0051
O 9.6062 2.0155 11.5651 0.0029 -0.0015 0.0039
O 1.0994 3.1315 16.236 0.0003 -0.0027 0.0007
O 8.6038 5.1335 13.4168 0.0024 -0.0006 0.0026
O 10.3434 8.5621 13.2968 -0.0017 -0.0016 0.0024
O 1.5292 9.3272 21.7116 -0.0016 0.004 -0.0058
O 10.2811 9.8929 20.4651 -0.0008 -0.0126 0.0113
O 3.226 0.2161 10.8645 -0.001 -0.0011 0.0008
O 5.1213 2.3659 10.8336 0.0038 0.0036 0.001
O 1.7832 4.1141 13.9158 0.0006 -0.0013 0.0034
O 7.9533 10.8913 10.8513 0.0018 -0.0006 0.0005
O 9.2395 4.4744 18.303 -0.0052 -0.0017 -0.0016
O 5.7343 9.4965 15.7784 0.0011 -0.001 -0.0004
O 5.5742 -0.0164 9.7291 0.0013 -0.0028 -0.0002
O 3.6642 2.3036 13.4121 0.0013 -0.0035 0.0016
O 2.0831 5.657 15.9977 0.0007 -0.0011 0.0028
O 9.7797 1.0475 14.0194 -0.0021 -0.0019 0.0027
O 4.4398 6.9663 11.5352 0.0037 -0.0003 0.0021
O 4.7735 4.5322 20.2292 -0.0002 -0.0061 0.0009
O 10.061 1.3354 16.6203 -0.0006 -0.0011 0.0005
O 6.7004 4.3347 11.6528 0.0008 0.0012 0.0006
O 5.7115 8.4548 18.6401 0.0149 -0.0117 0.0059
O 9.1324 2.693 20.2869 -0.0032 -0.0042 -0.0034
O 3.7226 1.146 15.8175 -0.0014 -0.0048 -0.0026
O 4.3305 3.0837 17.9013 0.0013 -0.0035 0.0003
O 10.1786 7.129 20.4707 -0.0196 0.0339 -0.0089
O 3.3884 8.6641 9.7986 -0.0007 -0.0032 0.0005
O 4.0275 7.4325 16.3955 -0.0002 -0.0032 0.0006
O 7.7234 0.4823 15.7032 0.0011 -0.0016 0.0004
O 8.9876 7.3041 15.0444 0.0027 -0.0033 0.0022
O 4.0367 1.5031 21.3057 -0.0067 -0.0004 0.0007
O 1.6494 9.1422 11.6847 -0.0016 -0.0017 0.0027
O 2.363 6.1532 10.198 -0.0008 -0.0025 -0.0011
O 7.455 6.471 18.2118 -0.0035 -0.0026 -0.0007
O 7.2431 4.3249 21.0466 -0.0028 -0.0074 0.0065
O 4.6062 8.2568 13.8067 -0.0012 -0.0012 0.0046
O 3.38 8.6116 19.922 -0.0009 -0.0003 -0.003
O 2.5975 3.1723 19.8415 0.0062 0.0069 -0.0018
O 3.8717 10.4034 18.0246 -0.0039 0.0012 -0.0077

Results
free energy: -131423.347 eV
free energy less fixed offsets of O -568.88, P -755.39, Si -635.61 eV per atom: 0.503 eV

The program warned: the cutoff lies below the one the program advises for these potential files; the forces do not sum to zero within the program's tolerance; the exchange-correlation potential is rough where the density is thin.
